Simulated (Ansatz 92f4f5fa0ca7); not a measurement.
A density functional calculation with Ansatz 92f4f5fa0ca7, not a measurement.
Periodic cell of 288 atoms, Si196O92, from a study of silicon, its oxide and their interface. The atomic structure is a simulated model.
Doubt: the cutoff is low for norm-conserving oxygen, so forces and energies are approximate.
Doubt: the program's own warning below bears on the result.

Settings
functional: HSE06
potential files: SPMS norm-conserving
basis: plane waves
wave-function cutoff: 800 eV
density cutoff ratio: 4
exchange-correlation grid ratio: 1
k mesh: 1 x 1 x 1, Gamma-centred
occupations: fixed
spin: none
net charge: 0

Cell vectors (angstrom)
a  11.6015  0  0
b  0  10.938  0
c  0  0  40.5641

Atoms: element, x, y, z (angstrom)
Si  0  0  0.9665
Si  3.8672  0  0.9665
Si  7.7343  0  0.9665
Si  1.9336  1.3673  0.9665
Si  5.8008  1.3673  0.9665
Si  9.6679  1.3673  0.9665
Si  0  5.469  0.9665
Si  3.8672  5.469  0.9665
Si  7.7343  5.469  0.9665
Si  1.9336  6.8362  0.9665
Si  5.8008  6.8362  0.9665
Si  9.6679  6.8362  0.9665
Si  1.9336  2.7345  39.5971
Si  5.8008  2.7345  39.5971
Si  9.6679  2.7345  39.5971
Si  0  4.1018  39.5971
Si  3.8672  4.1018  39.5971
Si  7.7343  4.1018  39.5971
Si  1.9336  8.2035  39.5971
Si  5.8008  8.2035  39.5971
Si  9.6679  8.2035  39.5971
Si  0  9.5708  39.5971
Si  3.8672  9.5708  39.5971
Si  7.7343  9.5708  39.5971
Si  0  0  4.8337
Si  3.8672  0  4.8337
Si  7.7343  0  4.8337
Si  1.9336  1.3673  4.8337
Si  5.8008  1.3673  4.8337
Si  9.6679  1.3673  4.8337
Si  0  5.469  4.8337
Si  3.8672  5.469  4.8337
Si  7.7343  5.469  4.8337
Si  1.9336  6.8362  4.8337
Si  5.8008  6.8362  4.8337
Si  9.6679  6.8362  4.8337
Si  1.9336  2.7345  2.9001
Si  5.8008  2.7345  2.9001
Si  9.6679  2.7345  2.9001
Si  0  4.1018  2.9001
Si  3.8672  4.1018  2.9001
Si  7.7343  4.1018  2.9001
Si  1.9336  8.2035  2.9001
Si  5.8008  8.2035  2.9001
Si  9.6679  8.2035  2.9001
Si  0  9.5708  2.9001
Si  3.8672  9.5708  2.9001
Si  7.7343  9.5708  2.9001
Si  0.4088  0.0143  29.7774
Si  4.1252  0.1054  29.9606
Si  7.486  -0.1232  29.9151
Si  2.2252  1.4208  29.8047
Si  5.9251  1.5931  30.1399
Si  9.6162  1.8932  29.6294
Si  0.2218  5.2293  29.9943
Si  4.1119  5.3624  30.0215
Si  7.9942  5.7009  29.8902
Si  2.0772  6.676  29.946
Si  5.919  6.8364  29.9983
Si  10.0698  6.8341  29.9448
Si  2.015  2.6562  31.8544
Si  5.8709  2.8933  32.047
Si  9.5993  2.7834  31.8306
Si  0.0467  3.9622  31.9228
Si  3.8652  4.1232  31.9965
Si  7.7917  4.2926  31.8627
Si  2.0233  8.192  31.8311
Si  5.8582  8.223  31.914
Si  9.8002  8.2487  31.8315
Si  0.1016  9.6409  31.7869
Si  3.9325  9.611  31.8636
Si  7.796  9.5503  31.8849
Si  0.0714  0.0182  33.7551
Si  3.9478  0.0101  33.8134
Si  7.7991  -0.0043  33.804
Si  2.014  1.3444  33.8078
Si  5.8846  1.3854  33.8539
Si  9.7099  1.364  33.7403
Si  0.0546  5.463  33.7754
Si  3.8905  5.5205  33.8694
Si  7.7978  5.5576  33.8279
Si  1.9641  6.87  33.8015
Si  5.8339  6.8587  33.8355
Si  9.7519  6.8767  33.7794
Si  1.9608  2.7379  35.7268
Si  5.8404  2.7561  35.7622
Si  9.7039  2.729  35.7003
Si  0.029  4.1073  35.7218
Si  3.8914  4.1004  35.751
Si  7.7796  4.1159  35.719
Si  1.9463  8.2253  35.736
Si  5.8276  8.2232  35.7535
Si  9.7119  8.2151  35.7312
Si  0.022  9.6002  35.713
Si  3.8955  9.574  35.7382
Si  7.7715  9.5692  35.7352
Si  0  0  37.6635
Si  3.8672  0  37.6635
Si  7.7343  0  37.6635
Si  1.9336  1.3673  37.6635
Si  5.8008  1.3673  37.6635
Si  9.6679  1.3673  37.6635
Si  0  5.469  37.6635
Si  3.8672  5.469  37.6635
Si  7.7343  5.469  37.6635
Si  1.9336  6.8362  37.6635
Si  5.8008  6.8362  37.6635
Si  9.6679  6.8362  37.6635
Si  1.9091  2.7184  6.7793
Si  5.7855  2.7338  6.7712
Si  9.6185  2.7247  6.773
Si  -0.0285  4.0701  6.718
Si  3.8425  4.0865  6.77
Si  7.7026  4.1112  6.7827
Si  1.9074  8.2112  6.7388
Si  5.7732  8.1833  6.7671
Si  9.6353  8.2107  6.7511
Si  -0.0324  9.5786  6.7874
Si  3.8533  9.5576  6.7488
Si  7.69  9.5592  6.7855
Si  -0.0801  0.0229  8.7306
Si  3.8558  0.0171  8.6493
Si  7.6481  -0.0566  8.7657
Si  1.9033  1.3226  8.7088
Si  5.7718  1.3873  8.7221
Si  9.5521  1.3254  8.6908
Si  -0.0331  5.4475  8.606
Si  3.8292  5.4379  8.714
Si  7.6924  5.4683  8.7392
Si  1.9102  6.8256  8.6402
Si  5.7472  6.8103  8.7003
Si  9.6361  6.8062  8.6429
Si  1.9051  2.6536  10.6555
Si  5.7729  2.7435  10.6845
Si  9.5262  2.6406  10.6329
Si  -0.0857  3.8732  10.3614
Si  3.7927  4.1033  10.6911
Si  7.6768  4.1526  10.7258
Si  1.8811  8.3441  10.4375
Si  5.6809  8.1489  10.643
Si  9.6167  8.1283  10.5794
Si  -0.0821  9.599  10.6617
Si  3.8468  9.6643  10.5997
Si  7.6631  9.4418  10.7062
Si  0.329  -0.2486  12.7929
Si  3.9312  0.1304  12.5638
Si  7.6956  -0.2805  12.7509
Si  1.9909  1.419  12.7195
Si  5.9428  1.3279  12.6177
Si  9.3303  1.3882  12.6835
Si  -0.07  5.3079  12.1115
Si  3.5279  5.5665  12.5831
Si  7.5628  5.538  12.7418
Si  1.632  6.93  12.2268
Si  5.5611  6.8302  12.633
Si  9.6504  6.6865  12.4611
O  7.4485  4.6753  14.1774
O  -12.9149  7.6993  13.6362
O  7.7835  9.7927  14.2039
O  0.5608  20.4731  13.9676
O  28.7593  -3.0459  13.9143
O  3.069  4.6859  13.9299
O  10.6959  0.7144  13.2846
O  15.0793  8.1101  15.5046
O  1.8653  13.2949  14.1164
O  32.0931  2.5259  13.793
O  6.1981  2.3109  13.9642
O  -7.7553  9.9923  13.8183
O  11.1637  12.3518  29.4428
O  2.0216  2.355  28.4372
O  5.5171  7.6239  28.5812
O  -16.2298  9.804  28.7237
O  10.5314  7.7037  28.5808
O  0.2145  4.3276  28.5754
O  1.683  -3.3085  28.6286
O  4.8032  2.1268  27.2589
O  -30.3678  -6.691  28.8148
O  15.9278  -0.8829  28.6232
O  11.9285  9.9435  28.4859
O  8.8978  11.3873  29.3342
Si  11.892  4.2247  20.1488
Si  2.8638  7.9591  16.9989
Si  8.2788  4.3097  28.0367
Si  6.4492  2.4351  23.4346
Si  11.0046  12.5764  18.4735
Si  0.8267  5.9508  16.421
Si  8.611  0.4048  24.3554
Si  1.7103  10.4932  18.3119
Si  9.6669  5.2423  25.284
Si  4.7877  6.537  18.8125
Si  7.3017  9.7864  15.7932
Si  6.6547  9.9598  20.201
Si  0.2772  7.5079  25.0558
Si  0.4664  8.6389  20.3794
Si  6.0335  10.1699  25.2816
Si  10.1399  8.9714  22.8357
Si  7.5391  3.0816  14.5272
Si  3.0621  6.5966  23.6898
Si  4.6492  8.9527  14.7601
Si  -3.0877  1.4096  20.0018
Si  1.0676  3.0165  22.9466
Si  0.3398  8.3735  28.0476
Si  7.6047  4.041  21.2218
Si  10.8418  2.3626  25.1152
Si  2.6704  4.1799  25.1818
Si  11.9149  7.9044  13.9159
Si  5.5066  3.0777  28.3745
Si  5.0665  3.7084  19.445
Si  8.3676  1.6546  17.0578
Si  7.6506  7.8119  18.2484
Si  5.6025  9.172  28.1034
Si  5.6331  8.2833  22.7758
Si  4.7998  2.0161  25.6475
Si  3.8572  13.1226  21.6967
Si  1.6443  3.965  14.3467
Si  4.3789  0.795  19.1773
Si  1.066  3.3566  27.5626
Si  8.1845  6.5213  22.7607
Si  2.4895  6.2288  20.8142
Si  10.482  6.4873  18.7477
O  5.664  9.1534  26.489
O  0.3507  26.2888  13.4568
O  9.734  1.1762  25.2544
O  4.1472  3.5379  20.8068
O  7.6748  9.027  19.3365
O  5.9954  9.4059  23.8723
O  1.3053  9.8964  19.772
O  6.0798  2.7872  24.9813
O  12.0579  8.3238  26.4424
O  5.8639  9.0771  21.343
O  7.5836  -0.2631  25.4473
O  5.5442  10.5951  19.1769
O  9.0899  7.815  22.3778
O  7.9666  0.1879  16.4488
O  8.9575  5.0847  26.7588
O  17.2545  9.7906  15.7497
O  11.1298  5.8643  17.3798
O  2.6865  5.7485  22.3479
O  3.9837  6.6051  20.2468
O  11.1225  9.2399  21.5625
O  4.6278  4.93  18.4379
O  0.1361  1.9662  23.7908
O  3.4539  2.7474  25.1017
O  3.6006  5.4777  24.7822
O  7.7797  1.7455  18.574
O  2.0914  6.5482  17.2477
O  7.7001  2.8242  16.1287
O  9.3247  10.2939  23.3264
O  1.8847  9.2297  17.2895
O  6.3723  6.8775  18.664
O  10.0557  3.7518  24.7719
O  1.2368  4.4675  15.8534
O  7.6909  8.4745  16.726
O  13.3154  5.0452  19.9695
O  7.7026  1.4002  23.4242
O  6.7957  3.7578  27.6237
O  2.4133  2.2827  22.411
O  4.9463  2.2602  18.6798
O  4.9212  0.4343  25.2714
O  0.1034  2.5306  26.5065
O  11.1839  7.8877  19.2222
O  10.0659  11.9127  19.6675
O  8.6408  5.9095  24.2057
O  3.1367  11.2754  18.2455
O  1.5572  7.5623  20.9173
O  4.1444  7.73  23.2029
O  4.1446  7.7783  17.9731
O  9.1861  3.0062  28.5058
O  11.0291  6.1432  25.373
O  1.7372  7.2712  24.3696
O  0.14  2.9862  19.0744
O  0.2393  3.6588  21.6886
O  6.5614  4.1138  19.9729
O  6.6273  6.9959  22.8497
O  7.6182  11.1886  20.7485
O  9.9912  1.9094  17.1987
O  0.5289  0.6034  17.91
O  3.8006  0.9086  20.6956
O  8.352  5.4579  21.5191
O  12.1733  7.1085  15.3047
O  5.0885  1.8636  22.7197
O  1.4582  4.1241  24.0863
O  8.6  2.7845  20.8907
O  -0.9136  5.3119  19.8803
O  8.9311  6.827  18.4276
O  6.8471  3.7778  22.6391
O  11.021  8.4628  24.083
O  2.0393  4.3432  26.676

Results
free energy: -63416.523 eV
free energy less fixed offsets of O -447.96, Si -113.29 eV per atom: 0.637 eV
gap between the highest filled and lowest empty level on this k mesh: 1.469 eV

The program warned: the cutoff lies below the one the program advises for these potential files; the model core charge is not resolved on the grid; the forces do not sum to zero within the program's tolerance; the exchange-correlation potential is rough where the density is thin.
